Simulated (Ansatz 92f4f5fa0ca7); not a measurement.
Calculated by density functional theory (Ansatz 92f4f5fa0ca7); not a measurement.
Periodic cell of 226 atoms, Si133O92As1, from a study of silicon, its oxide and their interface. The atomic structure is a simulated model.
Doubt: the cutoff is far below the 930 eV that the study's wrapper takes by default for these files, so forces and energies are approximate.

Settings: functional PBE; potential files Ansatz PAW; basis plane waves; wave-function cutoff 580 eV; density cutoff ratio 5; exchange-correlation grid ratio 1; k mesh 1 x 1 x 1, Gamma-centred; self-consistency stop 5e-08 eV per atom in the density residual; occupations fixed; spin none; net charge +1 e, with a uniform compensating background and no finite-size correction.

Cell vectors (angstrom)
a 10.938 0 0
b 0 10.938 0
c 0 0 31.9494

Atoms: element, x, y, z (angstrom)
Si 10.631 0.0027 24.4177
Si 5.0845 0.1305 24.6619
Si 2.8301 2.2953 24.5289
Si 8.5769 2.439 24.5618
Si 10.718 5.5933 24.3349
Si 5.1655 5.617 24.4482
Si 2.9941 7.9563 24.4011
Si 8.4276 7.8366 24.4177
Si 1.2998 1.1297 25.8348
Si 6.8218 1.3314 25.7418
Si 3.9938 4.0112 25.7301
Si 9.696 4.0238 25.8487
Si 1.3468 6.7967 25.6711
Si 6.8118 6.7247 25.7458
Si 4.0047 9.4718 25.9503
Si 9.4918 9.4419 25.8038
Si 2.6389 -0.135 27.2961
Si 8.1515 -0.064 27.1438
Si 0.0911 2.6574 27.2086
Si 5.4634 2.7283 27.1096
Si 2.6778 5.4196 27.1069
Si 8.2029 5.3741 27.1307
Si 0.0265 8.1581 27.1314
Si 5.5181 8.1457 27.1764
Si 4.1004 1.3358 28.4875
Si 9.5514 1.3164 28.4975
Si 1.4065 4.0697 28.5691
Si 6.8179 4.0662 28.5232
Si 4.0883 6.7724 28.4781
Si 9.572 6.7836 28.469
Si 1.2891 9.4724 28.6499
Si 6.8323 9.5385 28.5655
Si -0.0432 -0.0226 29.9297
Si 5.4559 -0.0138 29.8924
Si 2.7807 2.7171 29.8963
Si 8.1912 2.7035 29.8709
Si -0.0135 5.4382 29.8842
Si 5.4606 5.4479 29.8856
Si 2.7438 8.1414 29.9072
Si 8.2276 8.1728 29.8751
Si 1.3724 1.3743 31.2461
Si 6.8299 1.3648 31.2553
Si 4.1199 4.0823 31.2722
Si 9.5541 4.0812 31.2496
Si 1.3624 6.804 31.2679
Si 6.8333 6.8424 31.2435
Si 4.0954 9.5553 31.2599
Si 9.5482 9.544 31.282
Si 2.7383 0.0112 0.6684
Si 8.2012 0.0124 0.668
Si 0.0122 2.7478 0.6789
Si 5.4877 2.7441 0.6988
Si 2.743 5.4556 0.6744
Si 8.2098 5.4883 0.662
Si 0.0118 8.2064 0.6944
Si 5.4872 8.2254 0.691
Si 4.1017 1.381 2.0583
Si 9.5999 1.3521 2.0309
Si 1.3599 4.1416 2.0566
Si 6.8537 4.145 2.039
Si 4.0951 6.8467 2.0277
Si 9.5777 6.8416 2.0636
Si 1.3655 9.6205 2.0465
Si 6.8441 9.6346 2.0541
Si 0.0245 0.0326 3.4748
Si 5.4835 0.05 3.4592
Si 2.7027 2.7609 3.3944
Si 8.2635 2.7769 3.3229
Si 0.0263 5.5154 3.4806
Si 5.4709 5.5228 3.4026
Si 2.7227 8.2361 3.3621
Si 8.2485 8.2993 3.3786
Si 1.3634 1.4504 4.8377
Si 6.9017 1.4983 4.7376
Si 4.0783 4.1399 4.7315
Si 9.5959 4.0734 4.7734
Si 1.3557 6.9903 4.8283
Si 6.8425 6.9625 4.7064
Si 4.0594 9.5852 4.7537
Si 9.624 9.5774 4.8414
Si 2.7634 0.0455 6.122
Si 8.2829 0.1207 6.0875
Si 0.0026 2.7912 6.3034
Si 5.5111 2.8853 6.1029
Si 2.7037 5.5171 6.0551
Si 8.2645 5.602 5.9518
Si 0.0651 8.309 6.3823
Si 5.5092 8.3383 6.1225
Si 4.4271 1.1853 7.3146
Si 9.7985 1.1418 7.6329
Si 1.167 4.4819 7.5023
Si 6.685 4.575 7.3145
As 4.2908 6.7319 7.5563
Si 9.7348 6.6127 7.4949
Si 1.2987 9.9589 7.7012
Si 6.712 9.9515 7.3945
O 9.5947 1.2445 23.9762
O 4.1153 6.8094 23.9413
O 4.0204 1.243 24.0234
O 9.5465 6.7064 23.8963
O -0.0246 5.538 7.9939
O 5.5584 0.1072 7.8927
O 0.0736 0.089 8.0991
O 5.7847 5.7216 8.1232
O 7.7163 3.801 8.3259
O 8.7518 7.0242 8.7743
O 2.1785 9.593 9.0804
O 8.943 1.5922 9.0009
O 7.6079 9.4265 8.6785
O 3.5878 1.8001 8.5859
O 3.2599 7.2088 9.0603
O 2.0571 3.9954 8.8093
O 8.1494 3.4964 23.3601
O 0.4607 4.9424 22.9505
O 1.9165 2.7545 23.2386
O 5.8392 4.9151 23.1124
O 5.5457 10.0035 23.4991
O 2.4512 8.6927 23.0165
O 0.1961 10.0727 23.0823
O 7.8049 8.5821 23.0728
Si 8.6634 7.7031 18.4365
Si 8.768 6.3495 13.6311
Si 3.7842 1.54 14.7436
Si 2.1373 5.7572 17.6256
Si 2.4234 3.1539 19.4892
Si 9.7735 9.0308 12.0964
Si 1.3372 9.4255 22.0749
Si 9.1494 0.9622 13.2021
Si 1.4316 5.0657 13.0173
Si 1.7578 8.2942 12.8757
Si 6.6701 9.5618 22.4263
Si 4.5222 4.6025 15.7077
Si 8.2462 2.9622 9.588
Si 0.8447 8.2536 19.2609
Si 6.9663 1.3567 21.0902
Si 8.2269 8.2924 9.6721
Si 10.8965 5.2177 15.601
Si 7.5579 9.5023 16.3202
Si 9.9426 2.0711 20.2938
Si 3.1507 8.5811 9.9666
Si 6.6951 3.3589 17.4077
Si 1.1748 0.2185 19.8029
Si 3.2353 2.8131 12.2942
Si 7.2264 5.3985 19.6847
Si 5.7409 8.6498 11.5326
Si 5.7754 6.0568 13.1928
Si 4.6296 9.7123 17.6456
Si 1.0335 3.6086 22.1725
Si 4.9071 1.4957 18.8061
Si 3.1891 3.0646 9.5116
Si 6.4321 10.8105 13.7861
Si 10.3278 0.1265 15.9849
Si 5.6604 3.6471 11.1401
Si 9.842 3.893 11.9108
Si 2.322 9.941 15.5946
Si 6.0853 8.1259 19.8069
Si 6.9458 3.9775 22.3744
Si 9.7558 2.7971 17.3645
O 7.1802 6.3443 13.9831
O 1.8862 7.0653 18.6783
O 10.2988 4.0476 16.5183
O 6.1554 9.957 17.0575
O 10.1228 0.6879 14.4727
O 8.4523 6.1206 18.854
O 5.1498 0.6711 14.4329
O 5.7252 2.06 17.5216
O 8.3585 1.9555 20.5478
O 1.9948 4.3063 18.3987
O 6.9655 2.8075 10.6104
O 4.8713 2.6955 12.2058
O 6.0249 4.4024 16.3472
O 4.5616 3.8924 9.9226
O 10.7027 2.7829 21.5523
O 9.7256 6.1645 14.9557
O 6.0168 6.4905 19.8433
O 4.0866 0.1818 18.298
O 9.2191 10.5564 12.2699
O 2.8585 4.3613 12.6881
O 1.9189 10.7095 21.2098
O 4.0028 2.7359 19.3836
O 0.7095 10.059 16.0035
O 1.2827 9.8109 18.8384
O 1.7218 1.6735 19.273
O 8.9178 10.4058 16.5165
O 4.875 8.5884 18.8095
O 9.5655 8.7524 10.4968
O 6.7476 4.0934 18.8576
O 2.8366 1.7288 13.4143
O 5.8434 8.7741 21.2712
O 2.5384 2.4376 10.8741
O 7.6291 4.8532 21.1707
O 5.2049 7.4644 12.5499
O 0.3668 9.0677 12.5937
O 7.5551 1.0581 13.5752
O 7.1003 9.634 14.7468
O 8.9722 5.0274 12.6913
O 8.0927 8.0405 16.9086
O 6.2261 2.5773 21.9024
O 2.4247 9.0719 14.1774
O 0.4233 4.4882 11.8698
O 0.8169 8.3225 20.9324
O 9.3963 3.8132 10.3528
O 9.6462 2.3843 12.5483
O 7.6272 8.5672 19.3906
O 2.5388 8.3613 11.4572
O 3.9785 3.0572 15.3849
O 0.8558 4.5096 14.4387
O 10.0584 3.0162 18.9558
O 9.0851 7.8 12.9408
O 10.5219 0.5494 20.0719
O 6.0235 5.03 11.9247
O 8.157 2.7681 17.0102
O 3.5331 5.4881 16.7246
O 4.6768 9.0865 10.3466
O 1.5459 6.6879 13.1494
O 4.7458 5.4797 14.3354
O 2.0562 3.8675 20.9179
O 10.5394 1.4262 16.9487
O 0.9459 6.0877 16.5545
O 7.357 10.9549 21.9266
O 5.9446 0.9219 19.9167
O 6.0472 10.0113 12.4023
O 2.8324 0.5611 15.6249
O 7.056 8 10.7798
O 10.2489 8.0236 18.6837
O 3.4268 9.2114 16.6171

Results
free energy: -141730.921 eV
free energy less fixed offsets of As -4856.12, O -568.88, Si -635.61 eV per atom: -1.711 eV

Forces (eV/angstrom), in the order of the atoms: element, x, y, z
Si 0.0243 -0.0055 -0.2461
Si 0.008 -0.0098 -0.1964
Si -0.0297 0.0189 -0.2302
Si 0.0042 0.0204 -0.2052
Si -0.0082 -0.039 -0.2119
Si -0.0009 -0.0098 -0.2416
Si -0.0014 0.0365 -0.2045
Si 0.0045 0.0061 -0.2286
Si -0.0034 -0.0054 0.0831
Si 0.0274 0.0049 0.0039
Si 0.003 0.0097 0.0081
Si 0.0261 0.017 0.0509
Si 0.021 0.0199 -0.002
Si -0.0085 0.0117 0.0774
Si -0.0054 -0.0362 0.0687
Si 0.0165 0.0095 0.0205
Si -0.033 -0.009 -0.0013
Si -0.0694 -0.0323 -0.0182
Si 0.0188 0.0135 -0.0036
Si 0.0162 0.018 -0.0285
Si -0.0327 -0.0475 -0.0431
Si -0.0186 -0.0223 -0.0442
Si -0.0221 -0.0036 -0.0351
Si 0.0252 0.0202 -0.0219
Si -0.0678 -0.0701 0.0483
Si 0.0195 0.0402 0.0486
Si -0.1164 0.002 -0.0774
Si -0.0137 0.0015 -0.0107
Si -0.0112 0.0776 0.074
Si -0.0469 0.0059 0.0916
Si 0.1143 0.0942 -0.1957
Si -0.0266 0 -0.0686
Si -0.0019 0.0865 0.0376
Si -0.0098 0.0274 0.0041
Si 0.0192 -0.0901 0.0016
Si 0.063 -0.0059 0.0013
Si 0.0426 0.0073 -0.0026
Si 0.0472 0.007 0.0027
Si 0.0635 -0.0489 0.0321
Si 0.0338 -0.0583 -0.017
Si -0.0156 0.0054 0.0041
Si -0.0729 -0.0146 0.0142
Si -0.0172 -0.0001 0.039
Si -0.0055 -0.0261 -0.0053
Si -0.0658 -0.0127 0.0255
Si -0.0107 0.0335 -0.0035
Si -0.002 0.0014 -0.0072
Si -0.0155 -0.0539 0.0455
Si 0.0382 0.0343 -0.0059
Si 0.0595 0.0381 -0.0181
Si -0.0095 0.0077 -0.0196
Si 0.0657 -0.0095 0.013
Si -0.0085 -0.0107 -0.0177
Si 0.0239 -0.0245 -0.0109
Si 0.0438 0.0511 0.0038
Si -0.0066 -0.0044 -0.0274
Si -0.0498 -0.0262 -0.0021
Si 0.0747 -0.0333 -0.0301
Si -0.0357 0.0551 -0.0204
Si -0.0659 0.0059 -0.0429
Si 0.0082 0.0626 -0.0831
Si -0.0161 0.0233 0.0061
Si -0.1112 0.0074 -0.0181
Si -0.1286 -0.0174 0.0126
Si -0.0192 0.0157 -0.1242
Si 0.1962 0.052 -0.0683
Si 0.0025 0.0007 0.0161
Si -0.0788 -0.017 0.144
Si 0.0194 -0.1553 -0.0806
Si 0.0092 -0.0242 -0.0148
Si 0.1072 -0.0541 0.0681
Si 0.0295 0.0371 0.0382
Si 0.0118 0.0419 0.0592
Si 0.0093 0.0831 0.0391
Si 0.1649 -0.1477 -0.1131
Si 0.0039 -0.0128 0.0422
Si 0.0162 0.2769 -0.0081
Si -0.0296 -0.1332 0.0314
Si -0.2171 -0.0711 -0.0141
Si 0.019 -0.0108 0.1115
Si -0.0388 0.0336 0.0086
Si 0.0121 0.0136 -0.0596
Si -0.0568 -0.0356 -0.0522
Si 0.0927 0.0037 0.0563
Si 0.0651 -0.0604 0.2034
Si -0.011 -0.0218 0.0465
Si -0.0605 0.0403 0.0296
Si 0.3317 0.183 0.1091
Si -0.0902 0.0746 0.2141
Si -0.0287 -0.0426 0.1804
Si -0.1695 -0.1352 0.3515
Si 0.3947 -0.547 -0.2596
As 0.1097 -0.2218 0.6508
Si -0.0014 0.0909 0.1831
Si -0.034 0.0933 0.124
Si 0.1093 0.1182 0.3714
O -0.0226 -0.0088 0.116
O -0.0027 -0.0279 0.1014
O 0.0017 -0.0099 0.1199
O -0.0004 -0.0028 0.1017
O 0.1363 -0.0598 -0.06
O 0.0598 -0.0309 -0.0764
O 0.0232 -0.0122 -0.0015
O -1.1143 0.6703 -0.3362
O -0.2705 0.3354 -0.3143
O 0.0548 -0.0643 -0.222
O 0.039 -0.1479 -0.1815
O 0.0419 -0.0226 -0.2306
O -0.1667 0.1288 -0.3219
O 0.0737 -0.0866 -0.2253
O 0.6744 -0.8314 -1.0189
O -0.0665 0.1839 -0.3169
O 0.0919 -0.0766 0.2321
O -0.0662 0.1062 0.2318
O 0.1013 -0.0861 0.2614
O -0.0914 0.0871 0.2263
O -0.119 0.0795 0.2691
O 0.0805 -0.0795 0.2391
O -0.0851 0.0665 0.2476
O 0.0901 -0.0906 0.2299
Si 0.0091 -0.0014 -0.0322
Si 0.0268 -0.0201 0.2092
Si 0 -0.0066 0.1827
Si 0.0055 0.0053 0.0152
Si 0.0356 -0.0132 -0.153
Si -0.0162 0.0262 0.3188
Si -0.0096 0.0041 -0.3692
Si 0.0091 -0.0092 0.2416
Si -0.043 -0.0203 0.2419
Si -0.1372 -0.0137 0.4784
Si -0.013 0.0217 -0.3625
Si 0.0006 -0.0159 0.1668
Si 0.0476 0.0061 0.5273
Si -0.0091 -0.0332 -0.1445
Si -0.0125 0.0069 -0.2317
Si 0.1582 0.0176 0.5084
Si -0.0141 -0.0139 0.1714
Si 0.0046 -0.0039 0.1117
Si -0.0085 -0.0218 -0.1931
Si 0.0862 0.5973 0.7962
Si 0.0123 -0.0186 -0.0047
Si -0.0149 0.0187 -0.1497
Si -0.0206 -0.0213 0.3519
Si -0.0148 0.0329 -0.1777
Si 0.0573 0.051 0.481
Si 0.0002 -0.0288 0.3576
Si 0.0057 0.0092 -0.0029
Si -0.0222 -0.0507 -0.3725
Si -0.0279 0.0069 -0.0776
Si 0.0132 -0.1711 0.4754
Si 0.017 0.0239 0.2537
Si -0.003 -0.0051 0.1137
Si 0.0386 -0.0137 0.4311
Si 0.0333 0.0144 0.3663
Si -0.0106 0.0368 0.1809
Si 0.0055 -0.0356 -0.1856
Si 0.002 -0.032 -0.3425
Si -0.0229 -0.0117 -0.0152
O -0.035 0.008 -0.0884
O -0.0151 0.0178 0.028
O 0.0147 0.0272 -0.0415
O 0.0076 -0.0013 -0.0236
O -0.044 0.0252 -0.1385
O -0.0136 -0.0142 0.0347
O 0.0274 -0.0172 -0.0761
O -0.0078 -0.0014 0.0103
O -0.0334 -0.0033 0.0786
O -0.0028 -0.0196 0.0367
O 0.0631 -0.0107 -0.1761
O 0.0352 0.0369 -0.1608
O -0.0273 0.018 -0.04
O -0.0909 0.105 -0.3033
O 0.0522 0.057 0.1521
O -0.0455 0.0278 -0.107
O -0.002 -0.001 0.0563
O -0.0021 0.0047 0.015
O 0.0065 -0.0713 -0.122
O 0.0327 -0.0265 -0.1012
O 0.0019 -0.0512 0.1546
O -0.0092 0.0087 0.0382
O 0.0138 -0.01 -0.043
O 0.0027 0.0145 0.0466
O -0.0121 -0.0124 0.044
O -0.0015 0.0046 -0.0342
O 0.0156 -0.0099 0.0499
O -0.0935 -0.0531 -0.2778
O 0.0048 0.0196 0.0555
O -0.0206 0.0426 -0.1647
O 0.0272 0.0599 0.1941
O 0.0058 0.0256 -0.2694
O -0.0146 -0.0594 0.191
O -0.0148 0.0776 -0.1931
O 0.0163 -0.0077 -0.1105
O 0.0128 0.0061 -0.081
O -0.034 0.0327 -0.1219
O 0.016 -0.0699 -0.1291
O -0.0048 0.0019 -0.0105
O 0.0015 0.0582 0.1243
O -0.0113 -0.0872 -0.2188
O -0.034 -0.0246 -0.1166
O 0.0182 0.044 0.1773
O -0.0905 -0.0542 -0.2682
O 0.0011 0.0803 -0.1407
O -0.0288 0.0112 0.0518
O 0.1616 -0.0262 -0.5159
O -0.0128 -0.0267 -0.0698
O 0.045 0.0093 -0.1437
O 0.0044 -0.0139 0.0752
O 0.0184 0.0759 -0.1286
O -0.0064 0.0089 0.0582
O -0.0004 -0.0728 -0.1971
O 0.0005 0.0053 -0.0017
O 0.0153 -0.0128 -0.0421
O -0.1839 -0.0931 -0.3183
O 0.0263 0.0533 -0.0955
O 0.0366 0.053 -0.1587
O -0.0513 0.0209 0.1797
O 0.0031 -0.0054 -0.0166
O -0.017 -0.0042 -0.045
O -0.0061 -0.0704 0.1369
O 0.0487 -0.0006 0.1015
O -0.0539 -0.1122 -0.2201
O 0.013 0.0327 -0.0577
O 0.0284 -0.0098 -0.2044
O 0.0176 0.0099 0.0292
O -0.0234 0.0011 -0.0418

The program warned: the cutoff lies below the one the program advises for these potential files; the exchange-correlation potential is rough where the density is thin.
